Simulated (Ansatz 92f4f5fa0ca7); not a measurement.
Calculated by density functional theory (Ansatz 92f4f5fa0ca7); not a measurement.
Periodic cell of 255 atoms, Si165O90, from a study of silicon, its oxide and their interface. The atomic structure is a simulated model.
Doubt: the cutoff is far below the 930 eV that the study's wrapper takes by default for these files, so forces and energies are approximate.
This geometry differs little from another in the collection (a relaxation step or a small displacement).

Settings: functional PBE; potential files Ansatz PAW; basis plane waves; wave-function cutoff 580 eV; density cutoff ratio 5; exchange-correlation grid ratio 1; k mesh 1 x 1 x 1, Gamma-centred; self-consistency stop 5e-08 eV per atom in the density residual; occupations fixed; spin none; net charge 0.

Cell vectors (angstrom)
a  10.938  0  0
b  0  10.938  0
c  0  0  37.712

Atoms and the computed forces on them: element, x, y, z (angstrom), force x, y, z (eV/angstrom)
Si  0  0  0.683  0.0212  -0.0482  -0.0056
Si  5.469  0  0.683  -0.0238  0.0115  0.0174
Si  2.7345  2.7345  0.683  0.0183  -0.0398  0.011
Si  8.2035  2.7345  0.683  -0.0431  -0.0353  0.0018
Si  0  5.469  0.683  -0.0693  0.0439  -0.0057
Si  5.469  5.469  0.683  -0.0147  -0.0581  -0.0064
Si  2.7345  8.2035  0.683  -0.0308  0.0205  -0.0084
Si  8.2035  8.2035  0.683  0.0499  -0.0755  0.006
Si  1.3673  1.3673  2.0503  0.0892  -0.0958  0.1056
Si  6.8362  1.3673  2.0503  -0.0144  0.1243  -0.0855
Si  4.1018  4.1018  2.0503  0.1102  -0.0243  0.0328
Si  9.5708  4.1018  2.0503  -0.0325  0.1226  0.001
Si  1.3673  6.8362  2.0503  0.0529  -0.0122  -0.0729
Si  6.8362  6.8362  2.0503  0.0779  -0.0626  0.0958
Si  4.1018  9.5708  2.0503  -0.1118  0.0271  -0.014
Si  9.5708  9.5708  2.0503  0.0913  -0.0506  0.0229
Si  2.7345  0  35.6605  0.0148  -0.0278  0.0512
Si  8.2035  0  35.6605  0.0129  -0.0511  -0.0277
Si  0  2.7345  35.6605  -0.1249  -0.0361  -0.0041
Si  5.469  2.7345  35.6605  -0.0778  -0.105  -0.0069
Si  2.7345  5.469  35.6605  -0.0772  0.0338  -0.0439
Si  8.2035  5.469  35.6605  -0.0342  -0.001  0.0407
Si  0  8.2035  35.6605  -0.0901  -0.0529  -0.029
Si  5.469  8.2035  35.6605  -0.0259  -0.1213  0.0133
Si  4.1018  1.3673  37.0277  0.0237  -0.0024  0.0093
Si  9.5708  1.3673  37.0277  -0.003  0.0523  0.0142
Si  1.3673  4.1018  37.0277  0.0123  -0.0062  0.0031
Si  6.8362  4.1018  37.0277  0.0477  0.0351  -0.0104
Si  4.1018  6.8362  37.0277  0.0224  0.0366  0.0129
Si  9.5708  6.8362  37.0277  0.0123  0.0375  -0.0051
Si  1.3673  9.5708  37.0277  0.0167  -0.0106  -0.0132
Si  6.8362  9.5708  37.0277  -0.0054  0.0255  0.0065
Si  0.2687  -0.2167  27.3908  0.0528  -0.0782  -0.1055
Si  5.7238  -0.2702  27.6715  0.1498  -0.0744  -0.0819
Si  2.4493  2.8687  27.4378  -0.0418  0.1468  -0.245
Si  7.822  2.8474  27.5913  -0.0924  0.0605  -0.0924
Si  0.2238  5.1781  27.3398  0.0416  -0.0281  -0.084
Si  5.4399  4.9792  27.4469  0.0668  -0.0952  -0.2222
Si  2.549  8.444  27.519  -0.0245  0.1101  -0.0521
Si  7.8823  8.4004  27.6435  -0.1337  0.1457  -0.2598
Si  1.3181  1.3374  28.8045  -0.0244  -0.1072  0.0821
Si  6.789  1.3211  29.0222  0.0008  -0.014  -0.0059
Si  3.9825  3.9379  28.9063  0.0473  0.012  0.08
Si  9.5188  4.0812  28.7038  -0.0079  0.0056  -0.0319
Si  1.3862  6.749  28.7138  0.011  -0.0062  -0.0416
Si  6.6389  6.7213  28.718  -0.0293  0.0392  0.04
Si  4.0709  9.5612  28.9194  -0.0658  -0.0426  -0.0001
Si  9.5406  9.6195  28.7754  -0.0173  0.0036  -0.0124
Si  2.7068  0.0227  30.2322  -0.0095  0.0205  -0.053
Si  8.2457  -0.0128  30.2722  -0.0209  -0.0322  -0.0241
Si  -0.088  2.7061  30.1399  0.0269  0.0183  0.0224
Si  5.365  2.6466  30.315  0.0017  0.0191  -0.031
Si  2.7005  5.4408  30.1926  0.0026  -0.0176  -0.0039
Si  8.1416  5.4553  30.0933  -0.018  -0.0042  -0.0093
Si  -0.0234  8.1545  30.0816  -0.007  0.0351  -0.0002
Si  5.3916  8.0995  30.214  0.0583  0.0381  -0.0488
Si  4.0335  1.3191  31.6759  -0.0039  0.0017  0.0198
Si  9.5682  1.3673  31.6121  0.018  0.0089  -0.0088
Si  1.3041  4.0717  31.5216  -0.0052  -0.0105  -0.0008
Si  6.8112  4.0815  31.5303  -0.0043  0.0126  0.022
Si  4.047  6.7835  31.6032  -0.0058  0.0096  0.0005
Si  9.5235  6.8203  31.4869  0.0114  -0.0044  -0.0164
Si  1.3264  9.5242  31.5097  -0.0079  0.0044  0.02
Si  6.816  9.5061  31.5389  0.0031  0.0012  0.0013
Si  -0.0002  -0.0311  32.9233  -0.001  -0.006  -0.0052
Si  5.4606  -0.0577  32.9418  0.0071  -0.0087  -0.0006
Si  2.6719  2.7384  32.9516  -0.0011  0.012  -0.0052
Si  8.1762  2.7347  32.933  -0.0016  -0.0041  -0.0034
Si  -0.0464  5.4584  32.8859  0.0029  -0.0059  -0.0073
Si  5.4595  5.4407  32.9304  0.0158  0.0078  -0.0018
Si  2.6923  8.1879  32.9249  -0.0019  -0.006  -0.0076
Si  8.194  8.1732  32.9116  -0.0099  0.0174  -0.0131
Si  1.3453  1.3448  34.3047  0.0031  0.0001  0.0004
Si  6.8208  1.3476  34.291  -0.0109  0.0035  -0.0037
Si  4.084  4.0877  34.2963  0.0027  -0.0099  0.0004
Si  9.5538  4.0977  34.2903  0.0047  0.0016  -0.0104
Si  1.3339  6.814  34.2815  -0.0117  -0.0004  -0.0063
Si  6.8267  6.8203  34.29  0.0012  0.0015  0.0021
Si  4.078  9.5413  34.2995  0.0019  -0.0028  -0.0026
Si  9.5564  9.5535  34.2852  -0.0023  -0.0024  0.0031
Si  2.7514  0.0025  3.4475  -0.0084  0.0097  0.0049
Si  8.2089  0.0133  3.3944  0.0058  -0.0058  -0.0028
Si  0.0134  2.7535  3.4029  0.0084  0.0039  -0.0023
Si  5.4796  2.7365  3.4326  0.0013  -0.0017  0.0048
Si  2.746  5.4763  3.4088  0.0078  0.0029  0.0017
Si  8.2003  5.4576  3.4474  -0.01  0.0021  0.0029
Si  0.0213  8.2025  3.4233  -0.0024  0.0106  0.0036
Si  5.4636  8.206  3.4036  0.0046  -0.0055  -0.0069
Si  4.1417  1.3688  4.8254  0.0167  -0.0148  0.0038
Si  9.5699  1.3946  4.7396  -0.0008  0.0123  -0.0078
Si  1.419  4.0842  4.7711  0.0079  -0.0155  0.0089
Si  6.8325  4.0811  4.8488  0.001  0.0015  0.0152
Si  4.1229  6.8252  4.7787  0.0043  0.0007  0.0106
Si  9.6052  6.8267  4.7879  -0.0062  -0.008  0.0078
Si  1.3976  9.5463  4.8206  -0.0095  -0.0027  0.0123
Si  6.815  9.607  4.7337  0.0012  0.005  -0.0075
Si  -0.0006  0.054  6.0801  -0.0069  0.0013  -0.0049
Si  5.5303  0.0136  6.2112  0.0063  -0.0086  -0.0103
Si  2.7901  2.7483  6.1832  0.0059  0.042  0.0301
Si  8.2127  2.6694  6.2029  -0.0003  -0.0307  -0.0261
Si  0.0626  5.4277  6.1367  0.0159  0.0016  -0.0234
Si  5.4357  5.4647  6.1983  -0.0163  -0.0269  0.0141
Si  2.8133  8.174  6.1975  -0.0062  -0.0089  -0.0145
Si  8.1898  8.2561  6.039  -0.0087  0.0254  -0.0254
Si  1.41  1.3393  7.4708  0.0073  -0.0141  0.0628
Si  6.8873  1.3211  7.6944  -0.0363  0.0242  0.0112
Si  4.0939  4.1017  7.6691  0.0374  -0.0052  0.0333
Si  9.6657  4.0079  7.4774  -0.0287  0.0477  -0.0048
Si  1.4429  6.7609  7.5231  0.006  0.0347  -0.0118
Si  6.8675  6.9033  7.4089  0.019  -0.0307  0.0477
Si  4.2084  9.5547  7.5747  -0.0229  0.0018  -0.0083
Si  9.445  9.7236  7.3761  -0.0231  0.0283  0.0308
Si  2.7862  -0.0211  8.8599  -0.0253  0.047  0.0363
Si  8.2329  -0.0522  9.1493  0.0303  -0.0353  -0.0081
Si  0.0371  2.6292  8.9046  0.0083  -0.057  -0.1245
Si  5.5607  2.734  9.0587  -0.0427  0.0646  0.0515
Si  2.6549  5.4196  9.1383  -0.1025  -0.0641  -0.0186
Si  8.3019  5.4996  8.627  -0.0437  0.0261  0.017
Si  -0.0295  8.3288  8.4418  0.0256  -0.0244  0.065
Si  5.6293  8.2355  8.9566  0.0405  -0.0203  -0.0229
Si  3.8523  1.5593  10.2581  -0.0929  0.09  0.0644
Si  9.978  1.0387  10.3431  0.0628  -0.0555  0.1725
Si  1.4412  3.664  10.4689  0.1071  0.0001  0.3243
Si  6.8468  4.4916  10.1229  -0.0442  0.0635  0.048
Si  4.4556  6.6243  10.1411  0.1715  -0.027  0.199
Si  9.5559  7.0638  9.8109  -0.0093  0.0074  0.0215
Si  1.1243  9.6565  9.9478  -0.0289  0.0469  0.0268
Si  7.2764  9.1371  10.5306  0.0113  -0.02  0.0821
O  3.0527  13.3733  19.1182  0.0064  0.0056  0.0176
O  14.1263  2.19  26.0977  -0.0275  0.02  0.0953
O  8.6456  7.2664  21.6362  0.0028  -0.0037  0.0185
O  8.4679  7.9928  10.6542  0.0003  -0.0059  -0.0822
O  5.183  0.5041  26.3359  -0.0253  0.0185  0.0368
O  4.3913  5.1983  26.1499  0.0223  -0.0117  0.1025
O  5.5899  5.4728  10.5182  -0.0021  0.0254  -0.1088
O  20.7934  19.1763  19.5487  -0.0045  0.022  -0.0338
O  4.1967  5.1252  13.0949  -0.0357  0.0321  -0.0481
O  -9.5124  11.1076  15.4762  -0.0171  0.0434  -0.0106
O  7.8396  4.4625  11.451  -0.0431  0.0202  0.0077
O  2.7656  13.6478  10.7434  0.072  -0.1298  -0.1463
O  7.6909  39.9185  18.4641  -0.0114  0.0012  0.0041
O  0.1396  -0.168  10.6891  0.0046  0.0072  -0.1278
O  9.6819  1.7072  11.8387  -0.0327  -0.0559  -0.1151
O  6.7985  15.7291  13.8361  0.0812  0.013  -0.1058
O  1.3211  12.8816  23.8531  0.0181  -0.0107  0.0828
O  10.5422  27.7675  25.9614  -0.0262  0.0233  0.0412
O  17.5947  -8.3677  22.4689  -0.0424  -0.0341  -0.02
O  -13.3042  17.2765  24.1601  0.0876  0.0265  0.116
O  7.4787  12.7963  19.8627  0.0087  -0.0049  -0.0104
O  -5.3603  -4.7898  19.6135  0.038  -0.0089  -0.0015
O  -7.9761  10.6575  25.0772  0.0069  0.0561  0.0484
O  21.6108  5.8699  20.5991  0.0079  -0.025  -0.0002
Si  0.1675  22.7451  24.3008  -0.0035  -0.0288  -0.148
Si  15.1313  1.704  18.1702  -0.017  0.0076  -0.0361
Si  1.8945  25.0982  23.0067  -0.0288  -0.0031  -0.0902
Si  -13.5721  1.903  24.7532  -0.0337  0.0423  -0.1692
Si  6.8395  14.847  23.3385  0.0153  -0.0026  -0.0856
Si  28.6879  5.7618  18.648  -0.0326  0.0082  -0.0282
Si  -6.1423  29.423  22.9281  0.0367  0.0051  -0.0644
Si  -0.5038  35.5871  12.8567  0.0181  -0.0014  0.0585
Si  27.1801  4.165  13.7811  0.0076  -0.0126  0.1119
Si  -6.2679  34.0683  13.1493  0.011  0.0415  0.1468
Si  43.6477  26.1168  20.7985  0.0266  0.0276  0.0121
Si  10.865  3.2542  17.9488  0.0258  0.0138  -0.0548
Si  -7.5155  6.5162  12.818  0.0437  -0.021  0.2003
Si  36.7987  22.8423  25.3529  0.008  -0.0249  -0.1134
Si  -4.4122  9.7304  13.6987  -0.0288  0.0142  0.1263
Si  3.1597  9.0823  24.6782  0.0163  -0.049  -0.1801
Si  -17.8044  39.1661  20.1524  0.0193  0.0415  0.0152
Si  29.621  17.528  22.7815  -0.0476  0.0356  -0.0727
Si  5.9589  23.3263  20.31  0.005  -0.0123  0.109
Si  20.9391  -3.7725  14.0756  -0.0192  -0.01  0.1115
Si  15.1623  8.3243  15.1057  0.0011  0.0875  0.0313
Si  -24.6202  26.75  12.9995  -0.0553  -0.0355  0.1246
Si  -7.7518  -15.2286  17.4072  0.0019  0.0164  -0.0102
Si  -16.871  4.3035  16.8569  -0.0029  0.0122  -0.0524
Si  14.4999  36.0594  20.4665  -0.0074  0.0274  0.03
Si  -11.7763  7.3751  20.9122  -0.0262  0.002  0.0437
Si  -1.8655  -3.043  18.1499  0.0403  0.0045  -0.0239
Si  13.9656  0.3358  15.506  -0.0073  -0.0363  -0.0071
Si  11.1888  -4.8512  16.5521  -0.004  0.003  0.0038
Si  -15.8078  12.1083  23.0805  0.0595  0.0388  -0.0334
Si  11.7677  29.1306  11.7611  -0.0614  0.0571  0.0996
Si  0.4089  19.7952  23.3641  0.0352  -0.0093  -0.1068
Si  -12.9112  20.6421  15.7274  0.0451  0.0038  -0.0156
Si  -1.369  -3.9243  25.2547  -0.1191  0.0208  0.027
Si  25.9796  4.9659  24.5416  0.0731  0.0172  -0.1328
Si  -24.4157  14.1179  19.613  -0.0001  0.0186  0.0108
Si  0.1421  23.031  15.5965  0.0337  -0.0826  0.0189
O  3.6452  16.0149  17.3316  -0.0065  -0.0088  -0.0068
O  15.1021  7.36  21.4336  -0.0093  -0.0143  0.002
O  4.0778  28.2925  23.84  -0.0337  0.0042  0.0642
O  -3.6718  5.0997  22.3382  0.0104  0.0142  0.0624
O  -21.4882  34.8299  16.9779  -0.0117  0.0587  0.04
O  10.9457  18.8408  12.9867  0.031  -0.0232  -0.0864
O  14.1219  18.0215  18.9865  -0.0142  0.0078  -0.0061
O  21.7904  6.0911  14.9587  0.0093  0.006  -0.0226
O  -3.2549  -11.8594  14.7939  -0.0022  -0.0073  -0.0471
O  -2.5497  12.7905  26.382  -0.013  0.0293  0.0804
O  -6.0946  25.814  15.3027  -0.0077  0.016  -0.0035
O  -1.1319  -10.7829  15.7434  -0.0135  0.011  -0.008
O  4.2546  -3.379  16.5509  0.0053  -0.0185  0.017
O  3.6302  9.7945  15.3379  0.0023  -0.0208  -0.01
O  7.9424  -7.4583  24.4531  -0.0186  -0.0383  0.0272
O  5.8963  11.353  21.6253  0.0054  0.0358  -0.0218
O  -4.2597  25.8126  27.0154  -0.0133  -0.0455  0.2014
O  -3.3509  4.5583  19.3836  0.0136  -0.0104  0.0143
O  23.7917  6.1659  12.2962  0.0111  -0.0437  -0.0937
O  6.7899  -23.2798  27.0911  0.0979  -0.1083  0.2108
O  -25.8772  20.3712  12.1346  0.0149  -0.0082  -0.1199
O  37.2608  41.778  23.6693  -0.0321  0.0191  0.0877
O  1.3341  25.8821  26.8869  0.0194  -0.0388  0.1421
O  12.8649  8.5201  23.7945  0.0174  0.0104  0.0779
O  14.2003  18.3769  14.1376  -0.0158  -0.0465  -0.0715
O  -17.2144  12.2795  23.9041  -0.0813  -0.0189  0.1125
O  -16.1288  22.0839  13.7212  0.0067  -0.0011  -0.0629
O  -2.1683  17.3157  13.3289  -0.0109  0.0025  -0.0818
O  1.6896  -4.132  16.809  0.0004  0.0006  0.0062
O  -0.549  -2.7565  24.4881  -0.0196  -0.0036  0.0861
O  27.0157  13.8015  20.5381  0.0274  -0.0052  -0.0029
O  0.6954  36.8393  22.2123  0.0054  -0.0002  0.0114
O  11.0789  11.4129  25.8919  -0.0171  -0.0069  0.1073
O  -9.6643  -1.5045  27.1471  -0.0039  -0.018  0.1043
O  6.2966  27.1231  17.1777  0.0185  0.0032  -0.0018
O  -6.7623  18.2683  11.6234  0.0236  -0.016  -0.1879
O  -16.2191  -2.4533  14.3339  0.0326  -0.0102  -0.0603
O  16.1156  13.8225  17.6144  0.0187  -0.0011  0.0091
O  9.3916  36.2774  20.8972  -0.0095  -0.0025  -0.0226
O  2.8403  13.5928  21.8023  -0.0123  0.0072  0.0229
O  -25.5831  0.7746  24.1736  -0.0059  0.0021  0.0609
O  33.0584  15.4913  17.0381  -0.0115  -0.0192  0.0065
O  6.4202  18.4445  22.9646  0.0217  -0.016  0.0232
O  21.6336  17.3449  10.8465  -0.0143  0.0317  -0.0608
O  -2.3154  18.657  26.3566  0.0763  -0.0636  -0.0372
O  24.613  15.1303  24.0435  0.0283  0.0088  0.0817
O  26.1313  22.633  11.6499  -0.0222  0.0179  -0.1088
O  31.1665  13.8822  18.2598  -0.0117  -0.0017  0.0136
O  -5.7864  0.7108  19.0712  0.0239  0.0206  0.0296
O  11.5401  25.4672  19.4404  -0.0105  -0.0141  0.0022
O  31.9104  17.8223  17.3401  -0.0142  -0.0066  0.0052
O  0.2218  32.3515  23.3531  -0.0048  0.0339  0.0747
O  -16.5561  -8.1959  12.9926  -0.0003  0.0136  -0.0717
O  3.3057  -13.68  26.0564  -0.0252  -0.018  0.0652
O  -18.4679  15.8207  20.4957  0.0092  -0.0242  -0.0015
O  9.6122  19.3346  15.0338  0.002  -0.0105  -0.0395
O  1.6049  -2.4273  11.0509  -0.0171  0.0148  -0.0546
O  11.0027  23.9168  14.2138  -0.0001  0.0343  -0.0876
O  3.4583  1.2914  14.2447  0.0044  0.0061  -0.0633
O  31.5758  12.5494  24.0066  0.0074  0.0056  0.0775
O  -10.7799  8.2231  21.8848  0.0016  -0.0039  0.0233
O  8.7214  9.2471  17.2908  -0.0186  -0.0012  0.0302
O  16.3499  26.0562  24.0248  -0.0801  0.0154  0.0769
O  -1.6159  14.74  13.466  -0.0388  0.0364  -0.0777
O  14.4433  11.8601  16.9426  0.0072  0.0202  0.0146
O  22.5149  14.5081  11.957  0.0336  0.0197  -0.1521

Results
free energy: -156076.961 eV
free energy less fixed offsets of O -568.88, Si -635.61 eV per atom: -2.111 eV

The program warned: the cutoff lies below the one the program advises for these potential files; the forces do not sum to zero within the program's tolerance; the exchange-correlation potential is rough where the density is thin.
